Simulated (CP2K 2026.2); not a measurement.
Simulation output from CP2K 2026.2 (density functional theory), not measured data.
Periodic cell of 504 atoms, Si360O144, from a study of silicon, its oxide and their interface. The atomic structure is a simulated model.
Doubt: the forces sum to 1.09 eV/angstrom along one axis rather than to zero, so they err by at least 0.0022 eV/angstrom per atom on average; the grid cutoff is modest.

Settings
functional: PBE
method: Gaussian and plane waves
basis set: DZVP-MOLOPT-SR-GTH
pseudopotentials: GTH-PBE
grid cutoff: 350 Ry, relative cutoff 50 Ry
k points: Gamma only
occupations: fixed
spin: none
net charge: 0

Cell vectors (angstrom)
a	16.32	0	0
b	0	16.32	0
c	-5.5405	5.4313	33.1584

Atoms and the computed forces on them: element, x, y, z (angstrom), force x, y, z (eV/angstrom)
Si	1.126	15.192	0.358	0.293	-0.167	0.621
Si	4.387	1.113	0.065	-0.114	0.073	0.757
Si	1.057	4.186	0.113	0.218	-0.016	0.692
Si	-1.138	12.006	33.042	-0.245	0.075	0.683
Si	1.136	9.635	0.11	0.399	-0.239	0.652
Si	-1.147	17.448	33.148	-0.244	0.112	0.709
Si	6.528	15.137	0.007	0.221	-0.065	0.801
Si	9.756	1.152	0.079	-0.154	0.182	0.772
Si	6.637	4.315	0.02	0.084	-0.14	0.756
Si	9.699	6.587	0.022	-0.083	0.212	0.713
Si	6.567	9.72	0.039	0.185	-0.091	0.743
Si	9.678	12.143	0.154	-0.232	0.089	0.737
Si	11.936	15.19	0.249	0.143	-0.087	0.702
Si	15.191	1.084	0.186	-0.277	0.33	0.615
Si	6.564	9.948	33.12	0.085	-0.366	0.663
Si	15.167	6.418	0.08	-0.047	0.272	0.686
Si	6.318	15.27	33.054	0.375	-0.238	0.653
Si	15.361	12.081	0.108	-0.516	0.296	0.628
Si	2.829	16.32	1.436	0.008	0.015	-0.031
Si	5.5	2.722	1.343	-0.004	-0.002	-0.036
Si	2.75	5.42	1.202	0.026	0.01	-0.051
Si	5.44	8.131	1.334	-0.01	-0.007	-0.039
Si	2.781	10.85	1.287	-0.012	0.016	-0.049
Si	5.435	13.594	1.391	-0.033	0.019	-0.057
Si	8.146	16.296	1.327	-0.029	-0.01	-0.056
Si	10.972	2.79	1.228	0.036	0.046	-0.039
Si	8.175	5.443	1.375	-0.006	0.004	-0.039
Si	10.847	8.21	1.293	0.028	0.019	-0.015
Si	8.125	10.886	1.365	-0.004	-0.008	-0.03
Si	10.805	13.634	1.532	0.027	-0.024	-0.028
Si	13.605	16.275	1.479	-0.012	0.009	-0.056
Si	-0.109	2.747	1.495	0.01	-0.055	-0.014
Si	13.589	5.46	1.507	0.001	-0.007	-0.032
Si	-0.028	8.062	1.337	-0.055	-0.032	-0.048
Si	13.578	10.914	1.162	-0.002	0.007	-0.047
Si	-0.024	13.619	1.615	-0.02	-0.011	0.031
Si	1.38	1.377	2.744	-0.035	-0.017	0
Si	4.065	4.068	2.655	-0.021	-0.009	0.011
Si	1.402	6.751	2.664	0.019	-0.022	0.008
Si	4.076	9.483	2.702	-0.021	0.003	0.023
Si	1.444	12.202	2.751	0.055	-0.022	0.014
Si	4.099	14.918	2.799	-0.004	0.001	0.024
Si	6.846	1.369	2.717	0.031	0.01	0.02
Si	9.567	4.066	2.674	-0.004	-0.029	0.008
Si	6.823	6.818	2.716	0.016	0.021	0.025
Si	9.488	9.513	2.711	-0.007	-0.025	0.017
Si	6.808	12.255	2.747	0.018	0.014	0.016
Si	9.428	14.986	2.81	-0.033	0.019	0.039
Si	12.254	1.431	2.715	-0.006	-0.006	0.02
Si	14.884	4.07	2.864	-0.026	-0.029	0.022
Si	12.225	6.903	2.73	-0.009	0.03	0.015
Si	14.905	9.512	2.612	0.002	0.034	0.022
Si	12.275	12.228	2.693	0.016	-0.041	0.043
Si	14.895	14.935	2.898	-0.036	-0.003	0.042
Si	0.015	16.332	4.122	0.017	-0.003	-0.009
Si	2.727	2.742	4.092	0.016	0.016	-0.056
Si	0.025	5.442	4.085	-0.011	0.025	-0.018
Si	2.71	8.133	4.063	-0.01	0.021	-0.03
Si	-0.006	10.838	4.02	-0.026	0.004	-0.043
Si	2.738	13.57	4.147	0.004	0.009	-0.011
Si	5.473	16.327	4.091	0.004	-0.006	-0.027
Si	8.205	2.726	4.073	0.021	-0.03	-0.031
Si	5.435	5.433	4.031	-0.003	-0.017	-0.024
Si	8.157	8.164	4.098	-0.009	0.015	-0.004
Si	5.437	10.862	4.067	-0.015	-0.006	-0.018
Si	8.124	13.599	4.155	0.009	-0.016	-0.004
Si	10.861	16.371	4.071	0.026	-0.009	-0.033
Si	13.556	2.709	4.187	0.011	-0.027	0.018
Si	10.875	5.471	4.05	0.021	-0.003	-0.03
Si	13.601	8.216	4.085	-0.021	0.01	0.003
Si	10.887	10.872	4.05	-0.007	0.02	-0.034
Si	13.553	13.547	4.169	-0.018	-0.005	0.023
Si	1.354	14.959	16.314	-0.015	0	0.016
Si	4.095	17.716	16.296	0.011	0.004	0.001
Si	1.351	4.098	16.327	0.007	-0.01	0.007
Si	4.054	6.804	16.313	0.005	-0.001	0
Si	1.344	9.481	16.348	-0.021	-0.007	0.01
Si	4.092	12.224	16.31	0.012	0.015	0.002
Si	6.786	14.951	16.253	-0.003	-0.012	-0.008
Si	9.523	17.693	16.281	-0.003	0.015	0.002
Si	6.768	4.056	16.303	-0.007	-0.01	0
Si	9.537	6.809	16.331	0.026	0.001	0.008
Si	6.791	9.519	16.346	-0.015	-0.008	0.02
Si	9.533	12.255	16.296	0.008	0.013	0.002
Si	12.225	14.94	16.315	-0.014	-0.01	0.001
Si	-1.336	17.711	16.313	0.003	0.018	0.004
Si	12.249	4.088	16.325	0.001	-0.01	0.005
Si	-1.329	6.799	16.335	-0.002	0.008	0.004
Si	12.24	9.504	16.304	-0.015	0.009	0.004
Si	-1.366	12.225	16.322	-0.003	0.013	0.002
Si	2.719	16.369	17.615	-0.009	-0.006	0.005
Si	5.425	19.047	17.729	0.005	0.002	0.049
Si	2.693	5.469	17.692	-0.018	0.018	0.005
Si	5.4	8.145	17.689	-0.017	0.008	0.011
Si	2.745	10.836	17.653	0.03	0.002	0.037
Si	5.458	13.604	17.645	0.02	0.015	0.007
Si	8.114	16.343	17.579	-0.014	0.014	-0.017
Si	10.882	19.034	17.664	-0.01	-0.007	0.025
Si	8.15	5.409	17.612	0.009	-0.001	-0.007
Si	10.904	8.172	17.706	-0.007	0	0.02
Si	8.178	10.914	17.652	-0.002	-0.005	0.046
Si	10.873	13.584	17.709	0.018	0.012	0.053
Si	-2.713	16.328	17.607	-0.002	0.002	-0.02
Si	0.006	19.075	17.713	-0.02	0.002	0.03
Si	-2.692	5.445	17.677	-0.003	-0.022	0.003
Si	0.011	8.119	17.766	0.005	-0.009	0.036
Si	-2.734	10.853	17.669	0.006	0.005	0.006
Si	0.003	13.576	17.675	-0.008	-0.005	0.02
Si	1.407	17.716	19.031	0.021	-0.01	-0.017
Si	4.038	4.136	19.059	0.013	-0.004	-0.032
Si	1.392	6.77	19.179	0.012	-0.008	-0.021
Si	4.047	9.486	19.095	-0.013	-0.011	-0.015
Si	1.395	12.185	18.992	-0.005	0.018	-0.022
Si	4.087	15.015	18.928	0.006	0.021	-0.033
Si	6.803	17.625	19.044	-0.013	-0.017	-0.028
Si	9.455	4.041	18.993	-0.021	-0.004	-0.024
Si	6.797	6.751	18.959	0.017	-0.027	-0.025
Si	9.548	9.588	19.028	0.025	0.014	-0.033
Si	6.821	12.261	19.025	0.008	0.009	-0.011
Si	9.452	15.029	18.942	0.005	-0.024	-0.027
Si	12.289	17.676	18.988	0.017	-0.001	-0.023
Si	-1.341	4.137	19.094	-0.01	0.038	-0.006
Si	12.27	6.774	19.048	0.02	0.007	-0.022
Si	-1.422	9.479	19.061	-0.024	0.007	-0.012
Si	12.26	12.191	19.071	-0.031	-0.002	0.001
Si	-1.379	14.984	18.972	-0.007	0.019	-0.019
Si	0.019	16.323	20.304	-0.003	-0.008	0.021
Si	2.696	19.116	20.457	-0.019	0.028	0.047
Si	0.006	5.441	20.58	0.022	-0.007	0.036
Si	2.737	8.14	20.592	0	-0.029	0.057
Si	0.04	10.782	20.34	-0.009	-0.026	0.034
Si	2.765	13.639	20.24	-0.021	-0.01	0.001
Si	5.372	16.314	20.402	0.013	0.022	0.063
Si	8.167	18.964	20.413	0.012	-0.022	0.029
Si	5.468	5.445	20.396	-0.028	-0.013	0.03
Si	8.138	8.167	20.23	0.002	0.01	0.012
Si	5.468	10.864	20.364	0.015	-0.003	0.019
Si	8.133	13.717	20.362	-0.053	0.029	0.05
Si	10.858	16.334	20.27	-0.007	-0.001	0.032
Si	-2.702	19.047	20.384	0	-0.019	0.027
Si	10.828	5.404	20.299	-0.002	0	0.013
Si	-2.734	8.112	20.503	0.01	0.018	0.048
Si	10.887	10.883	20.519	0.024	-0.007	0.063
Si	-2.68	13.603	20.359	-0.006	-0.003	0.056
Si	1.229	14.777	21.573	0.204	0.214	-0.694
Si	4.245	17.932	21.719	-0.114	-0.219	-0.752
Si	1.122	3.82	21.92	0.213	0.254	-0.625
Si	4.494	7.071	21.805	-0.291	-0.148	-0.676
Si	1.074	9.286	21.852	0.19	0.032	-0.771
Si	4.243	12.437	21.557	-0.087	-0.159	-0.728
Si	6.442	14.698	21.73	0.307	0.272	-0.662
Si	9.838	17.887	21.711	-0.217	-0.116	-0.685
Si	6.533	3.763	21.655	0.123	0.131	-0.839
Si	9.623	6.973	21.535	-0.095	-0.174	-0.762
Si	6.713	9.34	21.643	0.061	0.196	-0.702
Si	9.7	12.589	21.647	-0.025	-0.222	-0.78
Si	11.951	14.74	21.554	0.177	0.002	-0.75
Si	-1.093	17.877	21.637	-0.139	-0.085	-0.783
Si	11.984	3.871	21.614	0.109	0.064	-0.755
Si	-1.15	7.02	21.911	-0.164	-0.127	-0.734
Si	11.921	9.152	21.817	0.223	0.356	-0.676
Si	-0.966	12.48	21.535	-0.238	-0.18	-0.756
Si	6.01	12.185	28.845	-0.033	0.01	0.076
Si	-3.104	5.633	23.972	0.138	0.072	-0.087
Si	-3.782	19.642	28.784	-0.144	-0.033	0.21
Si	1.318	12.029	28.899	0.086	0.157	0.012
Si	-3.394	6.42	28.503	0.051	0.11	0.003
Si	-2.643	14.487	28.152	0.09	0.077	-0.16
Si	3.639	10.042	28.799	0.099	0.093	-0.044
Si	5.607	15.171	24.524	0.138	-0.056	-0.238
Si	1.058	7.457	26.062	-0.083	-0.141	-0.084
Si	1.144	16.018	26.293	0	0.069	0.048
Si	0.868	4.617	24.835	0.163	-0.066	-0.008
Si	0.539	20.259	27.616	0.1	0.05	-0.111
Si	2.772	13.773	30.976	0.019	-0.119	0.1
Si	2.879	16.139	23.878	0.01	0.017	-0.088
Si	6.826	17.373	29.027	-0.105	0.023	0.004
Si	-4.103	13	25.891	-0.124	-0.044	0.101
Si	10.479	18.71	26.942	-0.067	0.044	-0.08
Si	-2.903	10.149	29.076	-0.065	-0.063	0.037
Si	0.759	17.376	28.969	0.095	0.037	-0.007
Si	-3.953	8.405	24.69	-0.114	0.097	-0.16
Si	5.493	20.503	26.471	0.086	0.119	-0.046
Si	-1.714	13.117	24.159	0.096	-0.014	0.045
Si	0.806	12.913	25.894	0.05	-0.042	-0.105
Si	10.747	19.41	31.248	0.15	-0.115	0.062
Si	8.196	11.018	30.855	-0.137	-0.067	0.181
Si	10.109	6.793	28.213	0.021	-0.055	-0.038
Si	2.679	8.129	30.937	0.004	0.03	0.126
Si	9.607	16.26	28.819	0.072	0.011	-0.117
Si	8.184	11.025	23.88	-0.012	-0.027	-0.129
Si	-1.674	20.011	25.813	0.017	-0.116	-0.112
Si	-4.285	15.428	30.364	0.025	-0.027	0.06
Si	6.471	17.827	25.871	0.001	-0.067	0.044
Si	10.49	10.364	25.948	-0.056	0.063	-0.094
Si	1.871	6.259	28.849	-0.088	-0.048	0.076
Si	-2.467	15.905	23.595	0.017	-0.003	-0.169
Si	2.438	18.8	30.966	-0.046	0.037	0.209
Si	5.449	14.947	30.239	0.17	-0.057	0.094
Si	9.102	5.541	30.709	-0.01	0.166	0.036
Si	-1.978	17.625	30.252	0.043	0.098	0.101
Si	8.538	4.818	26.577	0.023	-0.038	-0.03
Si	-1.884	16.857	26.237	0.072	0.029	0.11
Si	7.89	5.575	23.792	-0.067	0.035	-0.094
Si	4.091	20.682	29.184	0.092	0.035	0.042
Si	-1.771	8.419	26.846	-0.139	-0.08	0.133
Si	2.608	11.115	23.948	-0.088	-0.074	-0.097
Si	9.242	17.292	24.723	0.104	-0.023	-0.043
Si	6.701	20.213	30.504	0.123	-0.092	0.016
Si	3.635	9.011	25.783	-0.07	0.009	0.068
Si	6.986	12.785	25.937	0.039	0.119	-0.028
Si	-2.904	8.051	31.064	-0.015	-0.031	0.133
Si	10.217	9.779	28.801	0.089	0.115	0.014
Si	9.543	14.561	26.291	-0.032	0.057	-0.008
Si	5.142	6.595	24.652	0.003	-0.06	-0.16
Si	-1.43	12.564	30.011	0.052	0.091	0.081
Si	1.365	14.952	5.468	-0.019	-0.008	0
Si	4.094	1.369	5.434	-0.004	-0.034	-0.004
Si	1.368	4.088	5.458	-0.026	-0.014	0.004
Si	4.087	6.788	5.419	-0.001	-0.013	-0.022
Si	1.338	9.49	5.415	0.002	0.02	0.003
Si	4.101	12.211	5.47	-0.005	-0.007	-0.004
Si	6.784	14.968	5.494	-0.01	0.02	0
Si	9.525	1.379	5.469	0.005	0	0.003
Si	6.805	4.084	5.405	-0.006	0.014	-0.017
Si	9.513	6.795	5.441	0.014	0.009	-0.01
Si	6.796	9.522	5.443	0.009	0.018	0.004
Si	9.533	12.232	5.44	0.012	-0.018	0.005
Si	12.197	14.971	5.45	-0.02	0.004	-0.005
Si	14.965	1.355	5.487	-0.014	-0.017	0.001
Si	12.206	4.12	5.467	-0.012	-0.01	-0.004
Si	14.969	6.823	5.42	0.02	0.001	-0.007
Si	12.229	9.536	5.451	0.009	0.013	0.002
Si	14.98	12.198	5.443	0.014	-0.018	-0.013
Si	2.732	16.325	6.802	-0.008	-0.003	-0.001
Si	5.455	2.727	6.789	0.006	-0.001	-0.005
Si	2.732	5.446	6.804	0.002	0.003	0.003
Si	5.435	8.153	6.791	-0.001	0.013	0.002
Si	2.705	10.854	6.787	0.001	0.008	-0.002
Si	5.434	13.59	6.834	0	0.004	0.004
Si	8.165	16.33	6.823	0.011	-0.014	0.007
Si	10.869	2.744	6.828	-0.008	0.007	0.007
Si	8.147	5.438	6.792	0.01	0	-0.002
Si	10.877	8.156	6.798	0	-0.005	0.005
Si	8.166	10.876	6.8	-0.002	-0.006	0
Si	10.862	13.604	6.818	-0.008	0.018	0.003
Si	13.59	16.304	6.814	0.028	-0.004	-0.008
Si	0.005	2.731	6.82	0	-0.011	0.01
Si	13.607	5.463	6.793	-0.008	-0.006	-0.003
Si	-0.004	8.156	6.807	-0.004	0.012	0.008
Si	13.603	10.874	6.813	-0.002	0.001	0.011
Si	-0.001	13.581	6.807	0.005	0.008	0.003
Si	1.366	1.359	8.164	-0.004	-0.005	-0.003
Si	4.09	4.081	8.155	0.003	0.004	-0.002
Si	1.365	6.8	8.16	-0.007	-0.006	0.008
Si	4.072	9.508	8.153	-0.009	-0.007	-0.003
Si	1.364	12.225	8.16	-0.01	0	-0.002
Si	4.072	14.96	8.174	0.002	-0.008	0.003
Si	6.8	1.371	8.168	0	-0.01	0.002
Si	9.502	4.093	8.174	-0.006	-0.012	0.007
Si	6.797	6.801	8.155	-0.001	-0.012	-0.004
Si	9.519	9.513	8.16	-0.002	0.009	0
Si	6.809	12.231	8.171	0.015	0.017	0.002
Si	9.512	14.962	8.181	-0.002	-0.005	0.008
Si	12.24	1.367	8.164	0.001	0	-0.007
Si	14.956	4.093	8.16	0.011	0.013	-0.003
Si	12.241	6.806	8.162	0.005	0.01	-0.002
Si	-1.362	9.513	8.171	-0.005	0.002	0.006
Si	12.244	12.245	8.162	0.015	0.016	-0.003
Si	14.956	14.944	8.164	-0.015	-0.01	-0.001
Si	-0.002	16.314	9.515	-0.003	-0.008	-0.003
Si	2.726	2.722	9.516	-0.002	-0.011	0.003
Si	0.001	5.444	9.518	-0.007	-0.003	0.003
Si	2.72	8.158	9.523	0.006	0.01	0.001
Si	0.001	10.875	9.524	0.001	0.011	0.002
Si	2.713	13.593	9.525	-0.006	0.007	0.001
Si	5.439	16.323	9.521	-0.001	-0.004	-0.003
Si	8.154	2.728	9.533	0.003	0.013	0.003
Si	5.442	5.442	9.519	0.006	0.006	0
Si	8.158	8.156	9.519	0.002	0.002	-0.003
Si	5.434	10.87	9.516	-0.001	0.003	-0.01
Si	8.157	13.595	9.532	-0.005	0.002	0.009
Si	10.883	16.326	9.525	0.002	-0.01	-0.002
Si	13.601	2.726	9.521	0.001	-0.008	0.001
Si	10.877	5.447	9.522	-0.001	-0.007	-0.004
Si	13.595	8.159	9.527	0.007	-0.009	0.007
Si	10.882	10.877	9.515	-0.004	-0.002	-0.005
Si	13.601	13.594	9.531	0.003	0.009	0.009
Si	1.35	14.953	10.883	-0.004	-0.001	0.003
Si	4.078	17.682	10.878	0.007	-0.006	-0.001
Si	1.358	4.079	10.872	0.003	0.005	-0.002
Si	4.081	6.801	10.879	-0.006	-0.006	-0.001
Si	1.361	9.518	10.883	-0.004	-0.004	-0.001
Si	4.079	12.234	10.879	-0.002	0.007	0.004
Si	6.793	14.958	10.88	0.006	-0.004	0.002
Si	9.523	17.688	10.881	-0.006	-0.003	-0.001
Si	6.797	4.09	10.888	-0.005	-0.01	0.001
Si	9.521	6.806	10.885	-0.003	0.004	0.003
Si	6.793	9.511	10.879	0.003	0	0.002
Si	9.524	12.232	10.879	0.003	0.009	-0.007
Si	12.244	14.962	10.881	0.005	0.001	-0.002
Si	-1.357	17.68	10.876	0.005	0	0.001
Si	12.236	4.081	10.88	0	0	0.002
Si	-1.36	6.8	10.878	-0.003	0.004	-0.003
Si	12.237	9.52	10.884	0.004	0.006	0.001
Si	-1.357	12.235	10.887	-0.007	0.003	0.004
Si	2.713	16.321	12.232	-0.004	-0.004	-0.003
Si	5.434	2.726	12.236	-0.003	0.006	0.009
Si	2.714	5.443	12.226	0.006	-0.002	-0.004
Si	5.437	8.155	12.249	-0.001	-0.003	0.002
Si	2.72	10.877	12.245	0.004	0.006	-0.006
Si	5.436	13.596	12.24	0.002	0.009	0.002
Si	8.159	16.321	12.225	0	-0.002	-0.007
Si	10.88	2.724	12.248	-0.003	-0.006	0.003
Si	8.159	5.45	12.246	0.01	0.002	-0.003
Si	10.881	8.162	12.25	-0.002	0.002	0.004
Si	8.16	10.87	12.231	-0.003	0.002	-0.008
Si	10.887	13.594	12.232	-0.002	0.004	0.002
Si	13.604	16.322	12.239	-0.011	-0.01	-0.005
Si	0.002	2.721	12.238	-0.003	-0.005	0
Si	13.6	5.441	12.235	0.01	0.001	-0.007
Si	-0.002	8.159	12.237	-0.001	-0.003	0.004
Si	13.604	10.873	12.241	0.006	0.006	0.003
Si	-0.002	13.593	12.255	-0.005	0.002	0.003
Si	1.366	17.686	13.599	0.006	-0.011	0.005
Si	4.069	4.09	13.587	-0.003	-0.001	-0.007
Si	1.356	6.796	13.589	-0.005	0.005	-0.013
Si	4.075	9.516	13.606	-0.005	0.001	0.002
Si	1.358	12.227	13.614	-0.004	0.01	0.009
Si	4.066	14.957	13.59	0.002	0.006	-0.001
Si	6.801	17.681	13.578	0.004	-0.007	-0.005
Si	9.522	4.095	13.603	-0.012	0.004	0.001
Si	6.797	6.8	13.615	-0.001	0	0.009
Si	9.511	9.516	13.606	-0.006	0.009	0
Si	6.803	12.23	13.587	0.013	-0.004	-0.001
Si	9.523	14.961	13.574	0.004	-0.007	-0.01
Si	12.245	17.679	13.602	0.009	-0.001	0.008
Si	-1.36	4.084	13.593	-0.007	0.002	-0.006
Si	12.253	6.802	13.602	0.002	-0.011	-0.001
Si	-1.356	9.515	13.602	-0.003	-0.004	-0.005
Si	12.243	12.232	13.594	0.001	0.014	-0.01
Si	-1.365	14.961	13.607	-0.004	0.008	0.003
Si	0.004	16.327	14.955	-0.005	-0.003	0.002
Si	2.716	2.745	14.957	0.003	0.009	-0.003
Si	0.001	5.442	14.953	0	-0.007	-0.008
Si	2.7	8.155	14.954	0.007	-0.01	-0.007
Si	0	10.859	14.977	-0.002	0.002	-0.002
Si	2.721	13.594	14.964	-0.003	0	0.001
Si	5.427	16.332	14.928	0.009	-0.008	0.002
Si	8.15	2.725	14.937	0.007	-0.001	-0.001
Si	5.419	5.438	14.959	-0.016	-0.007	-0.003
Si	8.155	8.161	14.98	0.01	0.001	0.005
Si	5.452	10.871	14.955	0.002	0.011	-0.004
Si	8.172	13.599	14.925	-0.003	0.016	-0.006
Si	10.878	16.308	14.945	-0.013	-0.01	-0.001
Si	13.604	2.73	14.957	0.005	-0.003	-0.004
Si	10.892	5.451	14.965	0.003	0.01	-0.002
Si	13.62	8.151	14.967	0.01	0.011	-0.005
Si	10.882	10.875	14.951	0.004	-0.009	-0.002
Si	13.596	13.589	14.96	-0.002	-0.012	0.004
O	1.73	15.437	22.977	-0.229	-0.134	0.279
O	-1.472	12.005	23.012	-0.087	-0.512	0.212
O	-3.19	16.599	30.478	-0.142	0.122	0.182
O	-0.086	5.407	32.704	-0.104	0.047	-0.324
O	11.607	6.74	27.616	0.19	0.007	-0.314
O	7.536	9.879	22.946	0.319	-0.134	0.512
O	-0.058	16.288	32.735	0.136	0.025	-0.4
O	6.733	6.561	24.343	0.086	0.218	0.262
O	10.126	5.866	29.529	0.159	-0.356	0.069
O	3.518	17.396	23.078	0.081	0.142	0.232
O	3.56	7.137	31.859	0.039	-0.018	-0.326
O	9.909	18.122	31.751	-0.273	-0.118	-0.248
O	-1.576	18.156	31.735	0.012	0.406	-0.007
O	5.441	13.439	22.019	-0.064	0.049	0.294
O	0.039	18.933	22.159	-0.047	-0.067	0.464
O	2.203	8.362	25.395	-0.049	0.025	-0.53
O	5.573	8.271	22.129	-0.088	0.179	0.07
O	-1.725	17.182	22.962	0.203	0.305	0.508
O	-3.018	13.401	27.022	0.455	-0.216	0.069
O	-0.048	8.176	22.348	-0.134	-0.072	0.52
O	-3.277	13.046	24.517	-0.154	-0.249	-0.325
O	-5.474	16.272	33.135	0.069	-0.072	0.086
O	-0.02	10.85	32.688	-0.017	0.06	-0.298
O	9.505	14.97	27.851	-0.014	-0.428	0.347
O	-0.327	16.57	25.912	-0.089	0.091	-0.45
O	-0.033	11.814	29.742	0.025	-0.298	0.11
O	-0.981	20.588	27.161	-0.29	0.481	0.46
O	3.045	19.599	29.722	-0.335	-0.283	-0.515
O	-4.169	14.561	31.725	0.036	-0.64	-0.267
O	1.586	14.444	31.841	-0.317	0.025	-0.249
O	10.696	8.092	22.03	-0.158	0.228	0.132
O	-2.858	16.249	25.109	-0.43	0.112	0.341
O	6.979	4.625	26.942	-0.084	0.115	0.383
O	1.634	10.087	23.153	0.136	-0.104	0.191
O	5.285	16.52	32.852	0.154	0.064	-0.242
O	-4.241	19.774	32.116	0.382	0.041	-0.226
O	10.435	18.155	25.417	0.556	0.25	-0.4
O	5.584	19.146	25.61	-0.379	0.028	-0.403
O	-0.535	20.128	24.66	-0.201	-0.43	-0.439
O	4.241	6.439	23.299	-0.251	-0.166	0.333
O	6.65	15.261	23.263	0.474	0.462	0.113
O	8.485	13.368	26.077	0.118	-0.252	0.018
O	-3.281	4.841	28.732	0.398	-0.044	0.248
O	10.105	17.49	27.916	0.267	-0.003	-0.133
O	1.365	16.324	27.882	0.438	-0.51	0.337
O	9.024	6.232	27.179	-0.126	0.465	0.015
O	-4.355	19.225	27.323	0.334	0.091	-0.444
O	0.936	12.303	27.367	0.105	-0.17	0.087
O	-1.804	7.251	31.914	0.163	0.096	-0.284
O	8.768	12.164	31.872	0.07	0.764	-0.334
O	9.393	17.208	23.122	-0.136	-0.175	0.262
O	-4.052	8.671	32.014	-0.395	-0.354	-0.074
O	2.164	10.67	28.933	-0.511	-0.157	0.013
O	3.812	9.37	27.343	0.257	-0.15	0.098
O	9.17	15.802	25.335	-0.062	-0.195	-0.197
O	10.86	13.651	22.109	-0.19	-0.003	0.364
O	3.71	8.912	29.96	0.55	-0.22	0.057
O	2.242	16.668	25.28	0.07	0.303	0.327
O	5.331	10.964	32.724	-0.152	0.12	-0.232
O	6.466	14.73	31.508	0.395	-0.2	-0.16
O	7.858	18.038	25.082	0.048	0.517	-0.215
O	5.243	20.827	30.274	-0.246	0.495	0.299
O	-0.697	16.953	29.53	0.022	-0.408	-0.039
O	4.78	5.35	25.619	-0.409	-0.105	0.179
O	1.482	20.403	26.268	0.477	-0.249	-0.001
O	9.784	10.453	27.397	-0.385	0.127	-0.131
O	3.438	12.548	31.812	-0.066	-0.363	-0.323
O	8.169	16.597	29.436	0.043	-0.186	0.588
O	-2.807	4.743	25.31	-0.115	-0.004	0.233
O	-2.503	18.804	29.289	0.244	0.361	-0.47
O	6.928	19.865	32.065	0.303	-0.433	-0.085
O	-1.478	14.622	23.573	0.545	0.186	-0.159
O	5.417	18.992	22.156	-0.069	0.09	0.372
O	3.685	10.35	24.88	0.275	0.348	-0.084
O	-1.455	13.948	29.14	0.315	0.34	-0.126
O	-2.227	9.282	30.273	0.46	0.237	0.085
O	0.237	0.201	0.005	0.358	0.049	-0.158
O	1.627	4.329	23.418	0.274	0.356	-0.019
O	5.669	13.727	29.199	-0.143	-0.063	-0.514
O	7.692	5.101	30.063	-0.154	0.217	-0.578
O	-3.763	4.605	22.933	0.153	-0.012	0.418
O	1.728	12.115	24.847	-0.126	0.254	0.091
O	-1.801	6.324	23.255	0.222	0.021	0.245
O	7.173	11.688	29.829	0.044	0.071	-0.156
O	-2.545	8.519	25.446	0.27	-0.019	-0.039
O	-4.494	9.87	28.975	-0.007	-0.202	0.15
O	11.199	8.931	25.678	-0.257	-0.305	0.136
O	3.59	18.274	31.953	0.124	-0.04	-0.295
O	9.454	10.445	30.036	0.093	0.013	0.255
O	9.421	19.918	27.152	-0.194	-0.067	0.206
O	-3.881	9.356	23.362	0.124	0.362	0.243
O	5.684	16.551	25.329	-0.183	0.149	0.05
O	5.638	16.402	29.548	-0.585	0.146	-0.243
O	-3.963	14.545	29.067	-0.418	-0.426	-0.044
O	7.186	4.365	23.005	0.204	-0.256	0.323
O	11.011	14.053	25.888	0.095	0.21	-0.108
O	-0.73	12.84	25.401	-0.43	-0.285	0.179
O	8.855	12.171	22.967	-0.368	0.334	0.283
O	-2.301	15.973	27.553	-0.166	0.364	0.15
O	1.84	9.152	31.86	-0.211	-0.108	-0.252
O	8.732	4.904	24.982	0.567	-0.178	-0.275
O	9.029	6.724	31.826	-0.17	0.568	-0.169
O	-3.56	7.066	29.977	-0.367	-0.372	-0.001
O	1.474	19.791	31.816	-0.045	0.052	-0.402
O	5.963	13.947	25.499	-0.5	-0.06	0.042
O	10.918	19.052	22.11	0.095	0.058	0.301
O	3.46	11.952	22.881	0.127	0.132	0.238
O	10.766	10.756	32.772	0.001	-0.018	-0.313
O	-2.144	9.739	27.709	-0.055	0.257	-0.14
O	6.844	18.838	29.691	0.185	-0.122	0.032
O	11.631	11.504	25.98	0.369	-0.322	0.215
O	9.371	10.472	24.805	0.124	-0.337	-0.154
O	0.903	4.967	28.81	-0.43	-0.068	0.507
O	10.556	15.987	30.089	-0.354	0.056	0.327
O	3.407	5.796	28.987	0.288	0.253	0.189
O	0.267	13.502	21.892	0.028	-0.071	0.162
O	9.717	8.259	28.701	-0.298	0.014	0.029
O	-0.222	8.359	26.432	0.021	0.297	-0.094
O	6.495	12.124	27.313	-0.122	-0.404	-0.291
O	4.817	7.993	25.381	0.502	0.111	0.252
O	1.705	6.99	27.448	0.205	-0.095	0.147
O	-2.15	7.091	27.713	0.113	-0.322	0.107
O	5.363	5.469	32.896	0.301	0.084	-0.267
O	2.178	13.228	29.576	0.188	0.38	-0.3
O	1.266	14.445	26.004	0.289	0.149	-0.298
O	12.179	6.832	24.32	-0.583	-0.201	0.213
O	0.633	18.767	28.17	0.126	0.029	-0.235
O	11.268	19.32	29.74	-0.282	-0.182	-0.398
O	1.596	7.259	30.087	-0.504	-0.033	0.068
O	-1.582	12.72	31.627	-0.225	0.509	-0.161
O	4.743	11.198	29.018	0.082	0.253	0.074
O	7.45	9.84	31.728	0.123	-0.354	-0.424
O	-2.667	11.692	29.445	-0.465	0.363	-0.124
O	6.752	17.592	27.439	-0.006	-0.049	0.124
O	12.481	15.588	22.832	-0.238	0.184	0.334
O	4.054	15.04	24.078	-0.19	-0.522	0.112
O	1.676	17.544	30.291	-0.157	-0.474	0.371
O	3.904	14.888	30.721	-0.338	0.578	0.234
O	7.013	11.65	24.788	-0.716	-0.404	-0.084
O	4.635	20.156	27.776	-0.247	-0.345	-0.045
O	9.65	20.553	31.447	-0.46	-0.209	0.173
O	8.904	6.382	22.858	0.259	0.028	0.517
O	0.694	6.222	25.069	-0.302	0.298	-0.492
O	-2.071	18.471	26.156	-0.353	0.175	0.225

Results
total energy: -101655.750 eV
total energy less fixed offsets of O -438.35, Si -107.03 eV per atom: -2.550 eV
